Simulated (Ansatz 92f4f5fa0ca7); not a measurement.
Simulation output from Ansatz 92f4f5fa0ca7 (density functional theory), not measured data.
Periodic cell of 208 atoms, Si128O80, from a study of silicon, its oxide and their interface. The atomic structure is a simulated model.
Doubt: the cutoff is far below the 930 eV that the study's wrapper takes by default for these files, so forces and energies are approximate.
This geometry differs little from another in the collection (a relaxation step or a small displacement).

Settings
functional: PBE
potential files: Ansatz PAW
basis: plane waves
wave-function cutoff: 580 eV
density cutoff ratio: 5
exchange-correlation grid ratio: 1
k mesh: 1 x 1 x 1, Gamma-centred
self-consistency stop: 5e-08 eV per atom in the density residual
occupations: fixed
spin: none
net charge: 0

Cell vectors (angstrom)
a, 10.938, 0, 0
b, 0, 10.938, 0
c, -3.6323, 4.8106, 31.2237

Atoms: element, x, y, z (angstrom)
Si, -3.196, 8.3703, 25.1723
Si, -0.3456, 11.1774, 25.1077
Si, -4.1776, 4.0127, 25.2453
Si, -12.4008, 6.7072, 25.153
Si, -9.5386, 9.3878, 24.975
Si, -6.907, 12.2601, 25.1648
Si, -8.6666, 3.0057, 25.269
Si, -5.8794, 5.6431, 25.3606
Si, -4.947, 7.489, 26.4951
Si, -2.1916, 10.2217, 26.3084
Si, -5.0696, 2.153, 26.4229
Si, -2.3196, 4.8814, 26.4153
Si, -10.5278, 7.6409, 26.3178
Si, -7.7903, 10.3586, 26.3105
Si, 0.5374, 12.9088, 26.4637
Si, -7.7038, 4.7574, 26.5201
Si, -6.3872, 8.9476, 27.683
Si, -3.6188, 11.643, 27.6467
Si, -6.3737, 3.4197, 27.9286
Si, -3.6089, 6.1773, 27.9157
Si, -0.8938, 8.9243, 27.8256
Si, 1.8622, 11.5941, 27.8816
Si, -0.9043, 14.3772, 27.7006
Si, -9.145, 6.217, 27.7028
Si, -7.7394, 7.5594, 29.1081
Si, -4.9943, 10.2924, 29.0968
Si, -7.7486, 12.9865, 29.2283
Si, -4.9968, 4.809, 29.2255
Si, -2.2407, 7.5657, 29.2107
Si, 0.4615, 10.2654, 29.2121
Si, -2.275, 13.0074, 29.1042
Si, 0.4566, 4.8175, 29.1134
Si, -6.3668, 6.1779, 30.5377
Si, -3.6323, 8.9124, 30.5377
Si, -6.3668, 11.6469, 30.5377
Si, -3.6323, 14.3814, 30.5377
Si, -0.8978, 6.1779, 30.5377
Si, 1.8367, 8.9124, 30.5377
Si, -0.8978, 11.6469, 30.5377
Si, -9.1013, 3.4434, 30.5377
Si, -1.3673, 2.7345, 0.6813
Si, 1.3673, 5.469, 0.6813
Si, -1.3673, 8.2035, 0.6813
Si, 1.3673, 0, 0.6813
Si, 4.1018, 2.7345, 0.6813
Si, -4.1018, 5.469, 0.6813
Si, -6.8362, -2.7345, 0.6813
Si, -4.1018, 0, 0.6813
Si, -2.7345, 4.1018, 2.0485
Si, 0, 6.8362, 2.0485
Si, -2.7345, 9.5708, 2.0485
Si, 0, 1.3673, 2.0485
Si, 2.7345, 4.1018, 2.0485
Si, -5.469, 6.8362, 2.0485
Si, 2.7345, -1.3673, 2.0485
Si, 5.469, 1.3673, 2.0485
Si, -4.123, 2.7441, 3.3685
Si, -1.3776, 5.4878, 3.4691
Si, -4.0834, 8.2044, 3.4844
Si, -1.3603, -0.0225, 3.396
Si, 1.3654, 2.7249, 3.4585
Si, 4.1284, 5.4531, 3.3294
Si, 1.3544, 8.2205, 3.3457
Si, 4.1019, 0.0095, 3.4784
Si, -2.7765, 1.3512, 4.6852
Si, 0.008, 4.118, 4.8295
Si, -2.7064, 6.8532, 4.9256
Si, -0.0093, -1.4253, 4.7591
Si, 2.7146, 1.375, 4.8988
Si, -5.4974, 4.104, 4.7131
Si, 2.7996, 6.879, 4.585
Si, -5.4487, 9.5849, 4.8896
Si, -1.4428, 2.6797, 6.0904
Si, 1.497, 5.5938, 5.977
Si, -1.288, 8.2379, 6.3255
Si, 1.349, -0.1157, 6.1823
Si, -6.8911, 2.8795, 6.2032
Si, -4.1368, 5.3838, 6.1601
Si, 4.0721, 8.1237, 6.1237
Si, -4.079, 0.0991, 6.2213
Si, -3.2967, 3.5139, 7.3279
Si, 0.6066, 7.2182, 7.4043
Si, -2.2377, -0.7843, 7.4504
Si, -0.517, 0.8608, 7.2536
Si, -5.884, 6.3614, 7.3859
Si, 2.3902, -1.8649, 7.4752
Si, -5.1188, 1.9425, 7.3972
Si, -7.7315, 4.7887, 7.3958
Si, -1.6354, 11.4735, 16.5355
Si, -8.9181, 8.4624, 22.7851
Si, 3.5288, 2.0765, 12.2172
Si, -10.0095, 9.1624, 19.963
Si, -1.7762, 9.987, 21.0448
Si, 3.715, -1.3372, 9.4535
Si, -0.1406, 1.9153, 9.2908
Si, 1.5597, 0.0711, 11.2456
Si, -0.5626, 12.2136, 22.9949
Si, -5.3131, 7.17, 9.5594
Si, -5.6637, 11.5724, 19.4436
Si, -7.2742, 4.2179, 16.4456
Si, -3.9538, 8.7065, 22.9373
Si, -1.8205, -1.9567, 14.8145
Si, -9.3576, 3.3793, 23.0407
Si, -2.4065, 7.3076, 17.4432
Si, -5.5598, 1.3475, 9.6846
Si, -5.2546, 6.3393, 12.3563
Si, -2.5984, 4.6856, 12.845
Si, -4.4182, 3.3551, 20.0036
Si, -9.8319, 11.7574, 18.0931
Si, -3.181, 2.7594, 15.2844
Si, -5.5753, 0.8269, 14.4047
Si, -7.1394, 4.3868, 21.0402
Si, -5.4418, 11.445, 22.4965
Si, -6.3363, 6.9013, 22.5072
Si, 3.0356, 4.8657, 13.3797
Si, -3.4163, 10.0411, 18.5818
Si, -4.3728, -1.6417, 12.9785
Si, -3.2094, 2.7624, 22.5552
Si, -7.2245, 12.0746, 16.8901
Si, -9.1988, 3.9023, 18.687
Si, -4.4573, 4.901, 17.3007
Si, -0.368, -2.2874, 12.0737
Si, -2.8687, 2.7835, 10.2724
Si, -0.0238, 6.0577, 22.4685
Si, -2.932, -1.8509, 10.3283
Si, -0.0253, 6.4206, 19.4129
Si, 0.3782, 5.7886, 12.2356
Si, 0.9599, 4.8349, 9.3545
O, -1.4775, 1.9303, 10.2368
O, -5.9651, -0.2425, 9.4586
O, 2.639, -0.9541, 10.6106
O, -8.8211, 11.7239, 16.7897
O, -4.9857, 9.9633, 22.9617
O, -6.4222, 5.9764, 23.8296
O, -5.7058, 3.6382, 20.9591
O, -1.3107, -0.4899, 15.3116
O, -4.6299, 12.8376, 19.2823
O, -0.569, 6.3369, 20.9587
O, -5.19, 7.9321, 12.6636
O, -2.8555, 3.7815, 11.5351
O, -3.3165, -1.9065, 14.1877
O, -0.4154, 11.5482, 17.5895
O, 0.2956, 6.2133, 8.7414
O, -2.7402, 10.6596, 19.9345
O, -4.068, 12.3166, 22.5322
O, -2.5492, -0.8491, 9.1098
O, -8.6979, 4.3921, 17.2154
O, -6.5563, 11.9893, 23.5392
O, 1.0118, 1.0881, 10.0975
O, -10.0521, 12.8863, 22.5692
O, -7.3068, 8.1981, 22.73
O, -3.1433, 3.364, 21.0254
O, -3.0892, 8.474, 18.3511
O, -1.1587, 5.4871, 12.7574
O, -6.6904, 1.9323, 10.7447
O, 1.5313, 5.5133, 13.3629
O, -3.8516, 7.9192, 9.6521
O, -3.6844, -1.1219, 11.5871
O, -6.0485, 5.1699, 16.9845
O, -10.3692, 4.9342, 19.1086
O, -1.9073, 2.0338, 15.9868
O, 0.2775, 3.4402, 8.83
O, -0.8199, -2.4233, 13.6302
O, -6.1057, 11.4167, 21.001
O, -4.796, 7.4401, 22.3004
O, -0.9826, 11.1258, 21.8724
O, -1.7828, 7.9256, 16.061
O, -3.5605, 6.2312, 17.0415
O, -9.8318, 7.6509, 19.2902
O, -1.5642, -2.4523, 10.9815
O, -2.6236, 9.0047, 22.0295
O, -6.6739, 5.8444, 12.9558
O, -4.1076, 1.7137, 10.3753
O, -10.4632, 4.5327, 22.7195
O, -9.6946, 2.3304, 18.7605
O, -9.6685, 7.0093, 22.7739
O, -4.1645, 1.5805, 14.7261
O, -9.2738, 9.3046, 21.4223
O, -1.6994, 2.4482, 23.0639
O, -3.8687, 3.8005, 23.6113
O, -0.6774, 9.1518, 20.2149
O, -6.3511, 0.3311, 15.7703
O, -2.9617, 3.756, 8.9595
O, -1.2203, 6.6339, 18.3265
O, -2.9694, 10.9115, 17.2877
O, -6.8698, 5.9858, 21.2597
O, -6.9427, 11.7921, 18.474
O, 0.3784, -0.851, 11.881
O, -2.5531, 3.7074, 14.1312
O, -1.2252, 6.3703, 23.5181
O, 3.3562, 4.4667, 14.8972
O, 0.5868, 7.3576, 11.8196
O, -4.2372, 4.4913, 18.8658
O, -6.8061, 2.679, 16.6307
O, -5.2907, 6.0297, 10.7435
O, 2.9854, 3.5964, 12.3633
O, -3.897, 5.68, 13.0036
O, 2.5604, 4.7058, 8.9632
O, 2.295, 1.0041, 12.3635
O, -6.4318, 1.8667, 13.4986
O, -7.9716, 3.6881, 22.2506
O, -9.5409, 10.4615, 19.0803
O, -5.3883, -0.5033, 13.5007
O, -7.9105, 4.1088, 19.6501
O, 0.7142, 4.8575, 10.957
O, -3.9662, 3.6887, 16.3475
O, -5.0097, 10.2028, 18.8405
O, -6.5544, 8.1804, 9.923

Results
free energy: -126872.335 eV
free energy less fixed offsets of O -568.88, Si -635.61 eV per atom: -3.855 eV

Forces (eV/angstrom), in the order of the atoms: element, x, y, z
Si, -0.1479, 0.1514, -0.1614
Si, 0.141, -0.1886, -0.1392
Si, 0.4141, -0.3768, -0.1647
Si, 0.1414, -0.1313, -0.2598
Si, -0.1035, 0.1985, 0.0129
Si, 0.0547, -0.1657, -0.3192
Si, -0.0182, 0.0936, -0.1953
Si, -0.3945, 0.4918, -0.1011
Si, 0.0448, -0.0325, 0.0027
Si, -0.0296, -0.0227, 0.027
Si, 0.0367, 0.0481, -0.1082
Si, 0.0444, -0.037, 0.0175
Si, 0.03, 0.0212, -0.0247
Si, -0.0472, -0.0626, 0.0278
Si, -0.0324, 0.0621, 0.2303
Si, -0.042, -0.1031, 0.1027
Si, -0.0064, 0.0111, -0.0055
Si, 0.0084, -0.0739, 0.0522
Si, -0.035, 0.1137, 0.1202
Si, -0.079, -0.0005, 0.108
Si, -0.0468, 0.0684, -0.0122
Si, -0.0731, 0.0777, 0.0188
Si, 0.0453, -0.0769, -0.0381
Si, 0.0307, 0.0229, -0.0397
Si, -0.0214, 0.0279, -0.0561
Si, -0.0058, -0.0015, -0.0515
Si, 0.0669, -0.0179, 0.0033
Si, 0.0503, -0.0312, 0.0399
Si, -0.0421, -0.061, -0.0253
Si, 0.0466, -0.0208, -0.0788
Si, 0.021, 0.0229, -0.0527
Si, 0.0117, -0.0227, -0.0368
Si, -0.2112, 0.2211, -0.0528
Si, -0.1386, 0.2332, -0.1601
Si, 0.2786, -0.2265, 0.022
Si, 0.1504, -0.2378, 0.0468
Si, 0.1551, -0.0758, -0.0076
Si, 0.1058, -0.1997, 0.0519
Si, -0.1849, 0.14, -0.0915
Si, -0.2159, 0.1881, -0.096
Si, -0.04, 0.1014, 0.0166
Si, -0.1708, 0.0061, 0.0156
Si, -0.0195, -0.1535, -0.0177
Si, 0.1836, 0.0209, -0.0456
Si, 0.0052, -0.2291, -0.0215
Si, 0.2091, 0.0413, -0.0476
Si, -0.0053, 0.1773, 0.0182
Si, -0.1356, 0.0254, 0.0117
Si, 0.0519, 0.2377, 0.0928
Si, -0.2249, -0.1648, -0.079
Si, -0.0433, -0.2116, 0.0234
Si, 0.0781, -0.0278, 0.0729
Si, -0.1704, -0.2867, -0.1517
Si, 0.452, 0.2213, -0.1332
Si, 0.1373, 0.4022, -0.0237
Si, -0.2672, -0.1275, -0.0317
Si, -0.0452, -0.1616, 0.0048
Si, 0.0641, 0.0178, -0.01
Si, -0.0441, 0.0285, 0.0655
Si, -0.051, 0.0213, 0.0331
Si, -0.0073, 0.027, 0.0367
Si, -0.0018, 0.0528, 0.0312
Si, -0.016, -0.0625, 0.0538
Si, 0.0531, 0.0028, 0.0861
Si, 0.0366, 0.1063, -0.1134
Si, -0.0981, -0.0284, 0.1212
Si, 0.0024, -0.0931, 0.0833
Si, 0.1055, 0.118, -0.04
Si, 0.0263, -0.0597, 0.0087
Si, -0.0097, -0.0223, -0.0577
Si, 0.1235, 0.1054, -0.1222
Si, -0.0352, 0.0378, 0.1019
Si, -0.0164, -0.0803, -0.1942
Si, -0.0712, -0.0606, -0.1218
Si, -0.0986, 0.0848, 0.0239
Si, -0.0102, -0.0205, 0.0435
Si, 0.0674, 0.0123, -0.0464
Si, -0.0119, 0.0883, -0.0629
Si, 0.0895, -0.0413, -0.2065
Si, -0.1887, 0.0778, -0.0689
Si, 0.1083, 0.1343, 0.3683
Si, -0.0143, -0.1521, 0.2001
Si, -0.0852, -0.0634, 0.3893
Si, 0.1825, 0.1635, 0.1073
Si, 0.1311, 0.1139, 0.2411
Si, 0.0463, 0.1288, 0.0721
Si, 0.0037, -0.312, 0.028
Si, -0.1018, -0.1389, 0.2196
Si, -0.0233, -0.0984, 0.0058
Si, -0.1557, 0.2906, 0.311
Si, -0.0235, 0.0619, -0.0151
Si, 0.0574, -0.0367, 0.0813
Si, -0.0516, 0.0749, 0.2527
Si, -0.236, -0.0745, 0.0936
Si, -0.1457, -0.4879, -0.3809
Si, -0.1086, -0.0485, 0.0993
Si, 0.1772, -0.2137, 0.3762
Si, -0.06, -0.3933, -0.1684
Si, 0.0101, 0.08, -0.1132
Si, -0.029, -0.0293, -0.0579
Si, 0.2628, -0.1136, 0.3884
Si, 0.0594, -0.1389, -0.0139
Si, 0.139, -0.2685, 0.4093
Si, 0.0677, 0.0344, -0.0987
Si, -0.1015, 0.2643, -0.0967
Si, 0.0254, -0.0679, 0.0389
Si, 0.0552, 0.1727, -0.0044
Si, -0.1293, -0.0384, -0.141
Si, 0.116, 0.0196, -0.0027
Si, -0.0082, 0.0938, -0.0832
Si, 0.0012, 0.0285, 0.0058
Si, 0.0174, -0.2136, 0.023
Si, -0.0633, -0.016, 0.0393
Si, 0.1584, 0.1258, 0.0627
Si, -0.1206, 0.0956, -0.1215
Si, -0.0537, -0.0682, -0.0724
Si, 0.0607, -0.2043, 0.152
Si, 0.0314, 0.0797, -0.0896
Si, 0.0225, 0.0144, 0.0206
Si, -0.0659, -0.0327, 0.0008
Si, 0.0376, 0.014, 0.0612
Si, 0.2209, -0.1236, 0.0812
Si, 0.0015, 0.0879, -0.0208
Si, -0.0039, 0.1131, 0.1153
Si, 0.1277, -0.0105, 0.0608
Si, 0.0785, 0.1049, -0.1679
Si, -0.0226, 0.3198, 0.3341
Si, 0.2435, 0.0777, 0.1668
O, -0.0175, 0.1087, 0.1582
O, -0.2272, -0.2756, -0.0729
O, 0.1106, 0.0279, 0.0073
O, -0.0162, -0.0122, -0.0071
O, -0.0406, -0.0084, -0.0081
O, 0.0743, -0.2257, 0.0625
O, 0.0024, 0, 0.0471
O, 0.0264, 0.1016, 0.0211
O, 0.0119, 0.0124, 0.0622
O, -0.0228, -0.1154, 0.0494
O, 0.0092, 0.1816, 0.0474
O, 0.0033, -0.1097, -0.0492
O, -0.068, 0.0535, -0.0041
O, 0.0018, -0.002, 0.0146
O, 0.0523, 0.1543, -0.1646
O, 0.0137, 0.0404, -0.0107
O, -0.0261, 0.0484, -0.0371
O, 0.0725, 0.0721, -0.3817
O, 0.0188, 0.0095, -0.0087
O, -0.1417, 0.0798, 0.354
O, 0.024, 0.1729, 0.0318
O, -0.1347, 0.0735, -0.0027
O, 0.07, -0.0565, -0.0468
O, 0.0467, -0.0599, 0.1906
O, -0.0422, 0.0238, 0.0344
O, -0.0423, -0.0883, -0.0659
O, 0.086, -0.0347, -0.0591
O, 0.087, -0.0657, -0.0024
O, -0.0169, -0.0422, -0.093
O, -0.0675, 0.0906, -0.1242
O, 0.0004, 0.0199, 0.0348
O, -0.0535, 0.0192, 0.0823
O, 0.0387, 0.0111, 0.017
O, -0.0163, 0.0671, 0.0901
O, -0.0537, 0.0507, 0.0064
O, 0.0016, -0.0386, 0.0794
O, -0.1391, -0.0915, -0.0952
O, -0.0939, -0.0359, -0.2317
O, -0.0265, 0.0023, 0.0395
O, -0.0456, -0.0004, -0.0418
O, -0.0358, 0.0047, 0.0537
O, -0.1326, -0.044, -0.1106
O, 0.025, 0.0422, -0.17
O, -0.0241, -0.0135, 0.0155
O, 0.0527, -0.0947, 0.0843
O, -0.0445, 0.0503, -0.1345
O, -0.0062, -0.0272, -0.0084
O, -0.0618, -0.0592, -0.0443
O, -0.0108, -0.0258, 0.0107
O, 0.0348, -0.0499, -0.1078
O, 0.0127, 0.06, 0.0401
O, -0.1373, 0.1533, 0.1393
O, -0.0739, -0.0796, -0.0701
O, -0.0157, 0.0022, -0.0045
O, -0.1027, 0.0072, -0.2928
O, 0.0153, -0.0215, 0.0836
O, -0.0012, 0.024, 0.0524
O, -0.0192, 0.0957, 0.0095
O, -0.0041, -0.0327, 0.0449
O, 0.0419, 0.1075, -0.0139
O, -0.0091, -0.0932, 0.0538
O, -0.0344, 0.076, 0.3364
O, 0.0319, -0.0208, 0.0875
O, -0.0748, 0.0332, -0.0757
O, 0.0103, 0.0032, 0.0426
O, 0.0055, -0.0186, 0.0252
O, 0.0366, 0.011, -0.0248
O, 0.0325, -0.1068, -0.0754
O, 0.0514, -0.0477, 0.0028
O, -0.0023, 0.0865, -0.2613
O, 0.0329, -0.0094, -0.0207
O, 0.0373, -0.03, -0.0281
O, 0.0901, 0.1248, -0.2621
O, -0.0088, 0.048, -0.0363
O, -0.0142, 0.0201, -0.0746
O, 0.0262, 0.0589, 0.0868
O, 0.0218, -0.1659, -0.2922
O, 0.0068, -0.0338, -0.0009
O, 0.0549, 0.0134, 0.0617
O, -0.0198, 0.2377, -0.1403

The program warned: the cutoff lies below the one the program advises for these potential files; the forces do not sum to zero within the program's tolerance; the exchange-correlation potential is rough where the density is thin.
